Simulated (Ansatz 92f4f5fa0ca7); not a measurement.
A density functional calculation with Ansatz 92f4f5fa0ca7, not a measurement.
Periodic cell of 214 atoms, Si131O81B2, from a study of silicon, its oxide and their interface. The atomic structure is a simulated model.
Doubt: the cutoff is far below the 930 eV that the study's wrapper takes by default for these files, so forces and energies are approximate.
This geometry differs little from another in the collection (a relaxation step or a small displacement).

Settings
functional: PBE
potential files: Ansatz PAW
basis: plane waves
wave-function cutoff: 580 eV
density cutoff ratio: 5
exchange-correlation grid ratio: 1
k mesh: 1 x 1 x 1, Gamma-centred
self-consistency stop: 5e-08 eV per atom in the density residual
occupations: fixed
spin: none
net charge: 0

Cell vectors (angstrom)
a	10.938	0	0
b	0	10.938	0
c	0	0	31.5432

Atoms and the computed forces on them: element, x, y, z (angstrom), force x, y, z (eV/angstrom)
Si	10.3252	0.4603	24.2046	-0.0034	0.0066	-0.0045
Si	6.1442	10.3764	24.2475	-0.0638	0.0057	-0.0137
Si	2.0639	3.2605	24.0635	0.0039	-0.0038	0.0008
Si	8.6917	2.2471	24.2784	0.012	0.0005	0.0014
Si	0.4439	5.1134	24.1047	0.0049	0.0031	-0.0043
Si	5.0843	5.9552	24.2049	0.0011	0.0078	-0.0008
Si	3.3915	7.6612	24.1609	0.0057	-0.0132	-0.0039
B	7.5488	8.8613	24.7295	0.0551	-0.0464	0.0139
Si	1.2417	1.4224	25.3715	0.0019	0.0022	0.0048
Si	6.8944	1.3141	25.4778	0.0026	0.014	0.0042
Si	4.0113	4.1262	25.2899	-0.0035	-0.0048	-0.0021
Si	9.6352	4.1118	25.3821	-0.003	-0.0019	0.0041
Si	1.4669	6.8374	25.3417	-0.0006	0.0013	0.0024
Si	6.8873	7.0435	25.3344	0.0175	0.0325	-0.0223
Si	4.1929	9.5577	25.3383	0.0178	0.0221	-0.0076
Si	9.3469	9.5468	25.3625	-0.0382	-0.0312	-0.0161
Si	2.7263	0.02	26.6123	-0.0012	-0.0008	-0.004
Si	8.1902	0.0058	26.9356	0.019	0.013	0.0328
Si	-0.01	2.769	26.8608	0.0059	-0.0032	0.0067
Si	5.4222	2.7476	26.644	-0.0014	-0.0027	-0.0043
Si	2.7373	5.4595	26.8044	0.0042	0.0007	0.006
Si	8.203	5.5324	26.64	-0.0019	-0.0003	-0.0007
Si	-0.0254	8.2224	26.6132	0.006	0.0082	-0.0027
Si	5.4686	8.252	26.857	0.0012	0.0027	0.0308
Si	4.0832	1.3704	28.0494	-0.0004	0.0008	0.0055
Si	9.5836	1.3914	28.2173	-0.0122	0.0008	-0.0136
Si	1.3769	4.1192	28.1858	0.0015	-0.0036	-0.0174
Si	6.8173	4.132	28.0211	0.0063	-0.0021	0.0079
Si	4.1037	6.828	28.1608	-0.0024	0.0094	0.0024
Si	9.5929	6.8421	28.0547	-0.0004	-0.0039	0.009
Si	1.3565	9.5846	28.0195	-0.0011	-0.0029	0.005
Si	6.8214	9.5766	28.2448	-0.0141	0.0025	-0.0185
Si	0.0256	-0.0137	29.4935	0.0024	-0.0063	-0.0065
Si	5.4305	0.0357	29.506	0.0021	-0.001	0.0042
Si	2.7466	2.7223	29.4902	0.0031	0.0004	0.0016
Si	8.163	2.7729	29.4821	-0.0026	0.0015	-0.0027
Si	-0.0135	5.4891	29.494	-0.0021	0.0007	0.0064
Si	5.4821	5.4596	29.4868	0.0001	-0.0032	-0.0067
Si	2.7115	8.2251	29.4664	0.0028	-0.002	-0.0054
Si	8.2298	8.1788	29.4983	0.0055	-0.004	-0.0001
Si	1.3673	1.3673	30.8594	0.1791	-0.0715	0.0644
Si	6.8362	1.3673	30.8594	-0.1826	0.184	-0.0599
Si	4.1018	4.1018	30.8594	0.1115	-0.1258	-0.008
Si	9.5708	4.1018	30.8594	-0.1561	0.1135	-0.1217
Si	1.3673	6.8362	30.8594	-0.0472	0.1602	-0.1253
Si	6.8362	6.8362	30.8594	0.1069	-0.1474	0.0359
Si	4.1018	9.5708	30.8594	-0.2205	0.076	-0.0991
Si	9.5708	9.5708	30.8594	0.1347	-0.0874	0.0237
Si	2.7345	0	0.6835	0.0683	-0.1306	0.0995
Si	8.2035	0	0.6835	-0.1741	0.0474	-0.0446
Si	0	2.7345	0.6835	-0.1788	0.1236	-0.0213
Si	5.469	2.7345	0.6835	0.0954	-0.1102	0.0897
Si	2.7345	5.469	0.6835	-0.1581	0.1198	-0.0299
Si	8.2035	5.469	0.6835	0.086	-0.1712	0.1399
Si	0	8.2035	0.6835	0.1725	-0.1078	0.1039
Si	5.469	8.2035	0.6835	-0.042	0.1416	-0.0368
Si	4.1153	1.3488	2.0545	-0.0011	0.0025	-0.0004
Si	9.5388	1.3866	2.0414	-0.0002	0.0015	-0.0014
Si	1.3314	4.1327	2.0555	-0.0004	0.0016	0.0034
Si	6.851	4.0753	2.0567	0.0003	-0.0008	-0.0037
Si	4.0782	6.862	2.0395	-0.0019	0.0008	-0.0017
Si	9.5921	6.8141	2.054	0.0007	-0.0006	-0.0007
Si	1.3761	9.5612	2.0581	-0.0016	0.0011	-0.0034
Si	6.8288	9.5748	2.0662	0.0036	-0.0021	0.0038
Si	-0.0449	-0.0079	3.3486	0.0097	-0.0036	0.0168
Si	5.4648	-0.0106	3.4892	-0.0009	0.0004	-0.0063
Si	2.698	2.7232	3.3429	0.0019	-0.0023	0.0173
Si	8.1862	2.7008	3.4969	-0.0004	0.0054	-0.0049
Si	-0.023	5.471	3.5169	0.0014	-0.0005	-0.0089
Si	5.4572	5.4763	3.3311	0.0037	-0.0059	0.0219
Si	2.7371	8.2066	3.4842	-0.0017	0.001	-0.0043
Si	8.2247	8.1856	3.383	-0.0045	-0.0003	0.0091
Si	1.2943	1.3687	4.6807	-0.0002	0.0028	-0.0072
Si	6.8435	1.3059	4.9171	-0.0002	-0.0021	0.0081
Si	4.0656	4.1187	4.646	-0.0011	0.0018	-0.009
Si	9.5345	4.0664	4.9014	0.0009	-0.0029	0.009
Si	1.3571	6.8723	4.8937	0.0026	-0.0013	0.0081
Si	6.8384	6.804	4.6947	-0.0001	0.0002	-0.0079
Si	4.1078	9.5641	4.8961	0.0016	-0.0006	0.008
Si	9.5737	9.5697	4.7517	-0.0004	0.0003	-0.0058
Si	2.6234	0.0447	6.1118	-0.0005	-0.0034	-0.0039
Si	8.2313	-0.1295	6.2784	0.0008	-0.0004	-0.0012
Si	-0.0164	2.6538	6.2069	0.0031	-0.0009	-0.0023
Si	5.3822	2.7714	6.0745	0.0034	0.0012	-0.0057
Si	2.7546	5.4335	6.1396	0.0014	-0.0031	-0.0033
Si	8.1002	5.4424	6.1906	-0.0016	-0.002	-0.0034
Si	0.0007	8.3019	6.235	0.0011	0.001	-0.0029
Si	5.5695	8.1537	6.1662	0.0015	0.0013	-0.0011
Si	3.4823	1.9446	7.1821	-0.0044	0.0046	0.0022
Si	10.0291	0.8331	7.4823	0.0005	0.0005	-0.0024
Si	1.779	3.6613	7.3564	0.0006	-0.0001	-0.0046
Si	6.2152	4.5266	7.3899	0.0004	0.0019	-0.0002
Si	4.6409	6.3082	7.263	0.0016	-0.0017	-0.0024
Si	9.1755	7.1925	7.3324	0.0008	0.001	0.0004
Si	0.9003	10.1584	7.5271	0.0006	0.0013	-0.0009
Si	7.4183	8.889	7.5039	0.0007	0.0004	-0.0028
O	4.5691	6.594	8.8922	0.0003	-0.0008	0.001
O	1.4155	3.9855	8.9506	0.0007	0.0011	0.0043
O	9.7847	6.5547	8.7424	0.0006	0.0005	-0.0002
O	1.3192	10.1055	9.157	0.001	-0.0005	0.0006
O	6.0874	4.218	9.0305	0.0018	-0.0033	0.0025
O	3.7269	1.6262	8.7727	0.0044	-0.0022	0.0028
O	7.1515	8.9687	9.1564	0.0008	0.0022	0.004
O	9.6657	1.0835	9.0865	-0.0002	0	0.0026
O	8.2826	2.6109	22.7284	-0.0006	-0.0007	-0.0019
O	10.9248	5.7141	22.6124	-0.0008	-0.0017	0.0017
O	5.9108	-0.1312	22.6507	0.0091	-0.005	0.0117
O	5.446	5.5158	22.6457	-0.0018	-0.0004	0.0037
O	2.1005	2.8128	22.4639	-0.0008	0.0017	-0.0018
O	3.3923	7.8142	22.5002	-0.0003	0.0015	-0.0021
O	-0.3125	11.0274	22.6112	-0.0011	-0.0003	0.0064
Si	2.1938	2.9531	12.9019	0.0014	-0.0009	0.0001
Si	8.7059	1.3154	10.3788	0.0004	0.0008	-0.0019
Si	1.1094	4.4934	15.3587	0.0027	-0.0003	-0.0004
Si	7.5732	5.5895	12.1944	-0.0001	0.0018	-0.0018
Si	2.5094	8.1355	21.1789	0.0005	-0.0002	-0.0003
Si	5.443	7.7938	12.482	0.0018	-0.0002	-0.0012
Si	9.3265	0.45	15.535	0.0014	-0.0008	0.0001
Si	2.9914	-0.0497	16.6915	0.0019	0.0003	-0.0004
Si	10.4992	1.15	12.6269	0.0027	-0.0008	-0.0007
Si	7.7846	2.8466	21.217	0.0018	-0.0007	-0.0009
Si	9.1863	8.7828	14.4828	0.0008	-0.0002	-0.0002
Si	1.4939	4.7704	10.3773	0.0021	-0.0013	-0.0022
Si	4.6055	9.4665	19.1492	0.0027	0	0.0018
Si	11.0933	6.1804	21.0555	0.0016	-0.0006	0.0018
Si	6.6739	10.4455	14.8746	0.0021	0.0002	-0.0003
Si	5.4692	0.6603	21.2972	0.003	0.0032	0.0001
Si	2.3653	9.81	10.3864	0.0006	-0.0019	0
Si	0.4705	10.5187	21.284	0.0023	-0.0015	-0.0012
Si	5.9677	5.3574	21.1221	0.002	-0.0012	-0.0018
Si	3.6578	7.0841	10.123	0.0005	-0.0013	0.0011
Si	9.0933	5.6843	14.8268	0.0022	0.0003	0.0001
Si	3.7513	4.0834	19.1301	0.003	0.0003	0.0011
Si	10.0759	3.6595	19.3204	0.0014	0.0003	0.0016
Si	4.3056	8.657	15.3863	0.0014	0.0005	-0.0001
Si	0.5283	1.916	17.1982	0.0014	-0.0004	-0.0003
Si	7.0373	7.5906	19.2458	0.0024	0	0.0014
Si	5.3313	3.6376	16.7585	0.0013	-0.0002	0.0003
Si	7.8749	5.02	17.5068	0.0018	0.0004	0.001
Si	6.679	9.9321	10.3867	0	-0.0002	-0.0032
Si	4.3983	1.0603	10.1101	0.0027	0.0003	-0.0043
Si	-0.0025	9.0843	11.9183	0.0012	0.0007	-0.0001
B	9.5527	8.5861	20.2291	0.0013	0.0019	-0.0004
Si	4.6115	1.6695	14.6045	0.0009	-0.0003	-0.0003
Si	2.5293	2.0031	21.1166	-0.0017	0.0016	0.0028
Si	6.3492	3.3473	10.3828	0.0046	-0.0007	-0.0026
Si	3.4636	5.9068	16.7516	0.0019	-0.0003	-0.0017
Si	9.9049	6.5337	10.3573	0.0009	-0.0008	-0.0001
O	0.2094	2.6275	18.6346	0.0019	0	-0.0004
O	2.9802	9.6327	15.6035	0.0018	0.0001	0.0001
O	10.8545	4.8357	20.1557	0.0016	-0.0018	-0.0021
O	7.6073	2.421	9.9553	0.0005	0.0022	0.0045
O	10.942	5.3347	10.8114	0.0008	0.0002	0.0001
O	6.6331	6.7474	12.8661	0.0026	-0.0014	-0.0019
O	10.3449	8.0528	10.8037	0.0016	-0.0005	-0.0004
O	7.7242	9.4599	14.0207	0.0019	0	0.0003
O	8.4277	6.2099	10.9568	0.0001	-0.0011	0.0014
O	5.3832	10.5193	20.1001	0.0003	-0.0028	-0.002
O	2.1894	3.7235	11.4448	0.0007	0.0001	0.0004
O	8.2969	8.5878	19.6372	-0.0014	0.0004	-0.003
O	6.4492	6.8154	20.5661	0.0008	-0.0007	-0.0006
O	5.5676	2.7293	15.4232	0.0017	0	-0.0001
O	1.3808	0.8611	20.7294	0.0018	-0.0003	-0.0014
O	6.068	9.0696	11.6423	0.0011	0.0001	-0.0012
O	4.6601	4.9898	16.1336	0.0005	0.0013	0.0008
O	6.6682	3.9388	17.6469	0.001	-0.0004	-0.0009
O	10.5414	10.6597	11.8337	0.0015	0.0004	0.001
O	5.6433	0.5015	14.0204	0.002	0.0001	0.0002
O	8.0612	5.0806	15.9041	0.0013	-0.0005	-0.0006
O	9.791	9.8091	15.6115	0.0018	-0.0002	-0.0003
O	-0.3529	5.1366	15.1229	0.0013	0.0001	-0.0001
O	1.6496	6.7998	20.7614	0.0017	-0.0001	-0.0005
O	1.5856	0.6406	17.2226	0.0019	0.0004	-0.0002
O	6.5847	1.7871	20.886	-0.0028	-0.0026	-0.0014
O	1.0523	1.7735	12.8463	0.0009	-0.0005	-0.0002
O	3.2392	5.4481	18.3288	0.002	0.0001	0.0003
O	9.5587	2.0066	11.6038	0.0004	-0.0012	-0.0015
O	1.07	3.1049	16.2178	0.0014	0.0006	-0.0003
O	8.6333	5.159	13.3569	0.001	-0.0002	0
O	10.3329	8.5744	13.3368	0.0018	0	-0.0005
O	1.5312	9.3459	21.6538	0.0005	0.0006	-0.0014
O	10.2614	9.7948	20.3143	0.0024	0.0017	-0.0013
O	3.1975	0.2163	10.8751	0.0017	0.0008	-0.0009
O	5.0959	2.3649	10.8393	0.0008	-0.0028	-0.0017
O	1.783	4.1326	13.9328	0.0006	-0.0003	0.0008
O	7.9358	10.8748	10.8598	-0.0004	0.0007	-0.0008
O	9.2296	4.439	18.1716	0.0018	-0.0001	-0.001
O	5.6915	9.4834	15.7845	0.0009	-0.0003	-0.0001
O	5.5503	-0.0238	9.7492	0.0009	0.0014	0.0019
O	3.6339	2.2935	13.4198	0.0007	0.0004	-0.0005
O	2.0201	5.6575	16.0399	0.0021	-0.001	-0.0014
O	9.7592	1.0472	14.0729	0.0024	-0.0002	-0.0011
O	4.4266	6.9489	11.5393	0.0008	0.0004	-0.0004
O	4.8069	4.6524	20.2285	0.0019	0.0012	-0.0013
O	10.0296	1.3273	16.6886	0.0019	-0.0002	0
O	6.6847	4.3272	11.6521	0.0012	-0.0007	-0.0008
O	5.8001	8.471	18.6214	0.0008	0.0001	-0.0004
O	9.0824	2.7268	20.2293	0.0011	0.001	-0.0001
O	3.6804	1.1307	15.822	0.0023	0.0003	0.0002
O	4.3324	3.0819	17.9494	0.0022	0.0002	-0.0003
O	10.0238	7.378	20.7192	0.0016	-0.0009	0.0015
O	3.369	8.6606	9.8215	0.0011	0.001	-0.0007
O	3.981	7.4233	16.4187	0.0017	-0.0007	-0.0002
O	7.691	0.4719	15.7397	0.0013	0	-0.0001
O	8.9772	7.2941	15.0603	0.0011	-0.0001	-0.0003
O	3.9811	1.3246	21.4517	0.0033	-0.0005	-0.0016
O	1.6214	9.1434	11.6988	0.0017	0	-0.0006
O	2.3399	6.151	10.2087	0.0021	0.0005	0.0009
O	7.505	6.4805	18.1365	0.0022	0.0003	-0.0003
O	7.2696	4.3836	21.0674	0.0004	0.0016	-0.0013
O	4.582	8.2225	13.8197	0.001	-0.0003	-0.0003
O	3.4698	8.588	19.9443	0.0015	-0.0004	0.0005
O	2.6809	3.1309	19.927	0.0018	-0.0002	-0.0013
O	3.8321	10.3246	17.9832	0.0016	0.0001	0

Results
free energy: -129655.380 eV
free energy less fixed offsets of B -154.04, O -568.88, Si -635.61 eV per atom: -3.110 eV

The program warned: the cutoff lies below the one the program advises for these potential files; the exchange-correlation potential is rough where the density is thin.
